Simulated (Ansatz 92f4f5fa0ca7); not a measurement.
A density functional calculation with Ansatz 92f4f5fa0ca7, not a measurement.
Periodic cell of 184 atoms, Si120O64, from a study of silicon, its oxide and their interface. The atomic structure is a simulated model.

Settings: functional r2SCAN; potential files Ansatz PAW; basis plane waves; wave-function cutoff 800 eV; density cutoff ratio 5; exchange-correlation grid ratio 1; k mesh 1 x 1 x 1, shifted by 0.5 0.5 0 of a step; self-consistency stop 1e-10 eV per atom in the density residual; occupations fixed; spin none; net charge 0.

Cell vectors (angstrom)
a	10.888	0	0
b	0	10.888	0
c	0	0	27.488

Atoms: element, x, y, z (angstrom)
Si	0.2612	-0.4014	0.2322
Si	2.5912	2.826	-0.1409
Si	0.3415	5.0905	-0.0816
Si	2.625	8.4076	0.0476
Si	5.8271	-0.3168	0.0247
Si	7.9164	3.0423	-0.0756
Si	5.6757	5.2111	0.4316
Si	7.9027	8.2205	0.1726
Si	1.4393	1.3085	1.3123
Si	4.0485	3.9182	1.4114
Si	1.4704	6.707	1.2495
Si	4.1852	9.5244	1.3855
Si	6.9431	1.3132	1.2756
Si	9.5987	4.0451	1.2831
Si	6.8517	6.7668	1.6572
Si	9.5414	9.354	1.4522
Si	0.0297	2.6541	2.6721
Si	2.8119	0.005	2.7249
Si	0.0716	8.0042	2.718
Si	2.7597	5.3851	2.7225
Si	5.496	2.5893	2.698
Si	8.245	-0.0311	2.7274
Si	5.4283	8.1518	2.8502
Si	8.3191	5.3878	2.7979
Si	1.3609	4.0482	4.0598
Si	4.1383	1.3246	4.1299
Si	1.4025	9.4823	4.0198
Si	4.0705	6.7552	4.1303
Si	6.8419	4.0219	4.0399
Si	9.5786	1.3243	4.0855
Si	6.8361	9.5399	4.1119
Si	9.6169	6.7496	4.1676
Si	0.0437	-0.046	5.4218
Si	2.7453	2.7139	5.4364
Si	0.0468	5.3864	5.4967
Si	2.713	8.1426	5.4438
Si	5.4705	-0.0224	5.4911
Si	8.1802	2.6802	5.4241
Si	5.4805	5.4005	5.4286
Si	8.2035	8.1541	5.4512
Si	1.3693	1.3483	6.7898
Si	4.0905	4.0862	6.8113
Si	1.3665	6.8041	6.8234
Si	4.0693	9.5098	6.7964
Si	6.8138	1.3658	6.8186
Si	9.5077	4.0566	6.7932
Si	6.81	6.7948	6.7932
Si	9.545	9.5293	6.8161
Si	-0.0257	2.7139	8.1385
Si	2.7181	-0.0086	8.1568
Si	0.0037	8.1625	8.1786
Si	2.7253	5.4651	8.172
Si	5.4471	2.7278	8.1733
Si	8.1656	0.0146	8.1691
Si	5.4231	8.1638	8.1413
Si	8.1623	5.4309	8.1531
Si	1.2989	4.1188	9.4806
Si	4.0578	1.3726	9.5081
Si	1.3443	9.5501	9.5383
Si	4.0548	6.852	9.5328
Si	6.7899	4.1072	9.5375
Si	9.4944	1.4041	9.5326
Si	6.7584	9.5506	9.4887
Si	9.5094	6.8016	9.5081
Si	-0.035	0.0457	10.8623
Si	2.6481	2.7542	10.7951
Si	-0.0435	5.457	10.9099
Si	2.6935	8.2063	10.9308
Si	5.407	0.02	10.8854
Si	8.144	2.7673	10.9342
Si	5.4185	5.4959	10.8575
Si	8.1192	8.1772	10.7995
Si	1.3018	1.4483	12.2039
Si	3.9704	4.1482	12.1095
Si	1.2902	6.8493	12.2692
Si	4.0469	9.591	12.2975
Si	6.7398	1.3992	12.2514
Si	9.4831	4.1418	12.3372
Si	6.7881	6.8633	12.204
Si	9.4295	9.5681	12.1309
Si	-0.0287	2.7624	13.6786
Si	2.6597	0.1254	13.5936
Si	-0.1308	8.2543	13.5296
Si	2.6788	5.4762	13.5798
Si	5.2845	2.797	13.4669
Si	8.0976	-0.0047	13.5679
Si	5.4641	8.2279	13.6049
Si	8.0946	5.5426	13.6654
Si	1.582	3.9305	14.9754
Si	3.7881	1.7243	14.9263
Si	1.0207	9.8491	14.7776
Si	4.3066	6.618	14.8239
Si	6.3916	4.3468	14.7775
Si	9.6794	1.0937	14.8722
Si	6.9803	9.3885	15.0203
Si	9.2161	7.1974	14.9591
Si	-25.1327	-15.5011	21.0342
Si	4.1502	-15.0698	25.5845
Si	-18.8566	8.5262	16.8998
Si	35.2079	-5.6347	23.65
Si	5.5094	19.3217	20.6524
Si	-13.0956	10.892	22.687
Si	6.3245	1.8054	22.8508
Si	-21.9007	11.3204	24.9077
Si	-2.4973	14.5224	24.4565
Si	-22.2742	16.0243	16.8143
Si	20.0747	-4.516	25.3586
Si	5.1341	-4.4498	22.8105
Si	-23.1251	-2.9591	22.6731
Si	24.0143	-0.6993	23.571
Si	-8.7079	22.0618	20.6435
Si	10.5239	-30.8884	20.9471
Si	-34.4865	14.9832	19.2822
Si	-17.511	33.7861	25.1481
Si	-5.7735	21.7117	17.1572
Si	-5.6854	0.623	20.2094
Si	-9.3162	18.5241	22.2685
Si	13.6185	-13.5502	19.6727
Si	19.1827	-7.8516	16.6656
Si	0.4661	13.8504	23.6916
O	8.1084	-13.4885	-11.9754
O	-5.9243	7.8527	-5.4307
O	-10.7777	8.2829	-5.3968
O	17.7529	9.3632	-0.4006
O	-9.4635	17.1707	-4.3659
O	6.8675	14.3073	-11.4404
O	-5.574	11.287	-1.3437
O	-4.4379	38.4107	-5.3364
O	19.7421	-9.2932	-11.2742
O	-15.0496	15.0445	-0.2428
O	-2.5601	2.752	-1.6454
O	9.4566	11.4158	-3.4897
O	-5.8168	12.7061	-3.5794
O	5.6699	10.0433	-6.7056
O	-14.6176	0.431	-4.5168
O	-1.5269	11.5947	-6.1065
O	-0.0816	21.7944	15.3917
O	-7.494	-8.6906	26.0415
O	3.875	-5.4936	22.7051
O	-10.0641	-0.7421	24.3538
O	-19.6384	11.1117	22.26
O	-0.8808	6.6149	16.2874
O	3.711	7.3545	16.1481
O	-14.9424	18.4408	20.2747
O	13.0478	-1.2045	20.0549
O	5.3505	5.4711	15.3706
O	14.491	11.8222	20.2373
O	-9.9096	26.4561	16.3265
O	8.162	5.2129	24.8299
O	-8.6605	29.6269	18.2051
O	0.3927	13.1997	22.247
O	-16.1907	-10.3306	18.6124
O	4.5503	1.1459	16.2514
O	-27.4639	6.8909	24.3706
O	4.3455	-13.6292	19.5825
O	11.5585	1.8386	24.8404
O	-0.5606	-10.735	26.4247
O	3.9159	31.514	17.3369
O	5.8394	-9.1379	21.2632
O	-9.185	-1.7827	16.0455
O	-13.1004	-1.6017	22.5928
O	-18.4148	-2.8661	26.1144
O	13.9106	-16.1452	25.1486
O	19.7489	28.5677	21.7726
O	12.3117	20.3484	27.1692
O	13.5792	-8.0637	15.479
O	1.8156	14.7239	23.7143
O	2.1874	7.2405	20.8304
O	-23.0087	-3.5335	24.1746
O	9.3539	-28.5439	16.0952
O	-1.0266	-18.7188	20.2323
O	33.5134	-20.7094	20.1133
O	8.0325	15.9525	20.0854
O	-11.6382	4.9821	18.4208
O	-5.8851	-15.623	26.8023
O	6.3449	-0.7956	16.3752
O	-13.3401	7.3155	26.428
O	-0.9674	3.6704	23.9165
O	-18.4367	10.8285	24.5538
O	13.4105	-13.1099	23.0996
O	-2.6834	3.1719	18.2702
O	1.433	14.824	26.9296
O	-3.5515	13.9167	23.3472
O	-0.389	-48.7346	26.0698

Results
free energy: -113258.595 eV
free energy less fixed offsets of O -570.45, Si -639.56 eV per atom: -2.595 eV

Forces (eV/angstrom), in the order of the atoms: element, x, y, z
Si	0.0209	-0.0133	0.1031
Si	-0.0128	0.0122	0.1141
Si	0.0111	-0.0075	0.1042
Si	-0.0143	0.0019	0.0987
Si	0.0121	-0.0179	0.0995
Si	-0.0116	0.003	0.1217
Si	0.0135	-0.0213	0.0795
Si	-0.0102	0.0217	0.0917
Si	-0.0004	-0.0004	-0.0074
Si	-0.0002	-0.0006	-0.0056
Si	0.001	-0.001	-0.0056
Si	-0.0001	0.0021	-0.0063
Si	-0.0004	-0.0025	-0.005
Si	0.0021	0.0001	-0.0084
Si	0.0012	-0.0007	-0.0028
Si	0.0012	-0.0023	-0.0044
Si	0.0015	0.0015	0.0012
Si	0.0001	-0.0016	0.0007
Si	0.0002	0.0015	0.0011
Si	-0.0021	-0.002	0.001
Si	0.0003	0.0013	0.0014
Si	-0.001	-0.0007	0.0011
Si	0.0023	0.0001	0.0018
Si	-0.0022	0.0008	0.002
Si	-0.0005	0.001	-0.0005
Si	0.0001	-0.0006	0
Si	0.0002	-0.0004	-0.0001
Si	-0.0001	0.0012	-0.0002
Si	0.0005	-0.0004	0.0003
Si	-0.0002	-0.0002	-0.0001
Si	-0.0015	0.0003	0
Si	0.0009	-0.0014	-0.0003
Si	-0.0002	-0.0002	-0.0004
Si	0.0003	-0.0005	-0.0002
Si	0.0002	0	0.0005
Si	-0.0001	-0.0004	-0.0005
Si	0.0001	-0.0002	0.0002
Si	-0.0001	-0.0003	-0.0007
Si	-0.0002	-0.0001	-0.0005
Si	0.0003	-0.0006	-0.0003
Si	0.0001	-0.0002	-0.0008
Si	0.0001	-0.0002	-0.0005
Si	0	-0.0002	-0.0003
Si	-0.0002	-0.0003	-0.0004
Si	0	-0.0004	0
Si	0	-0.0002	-0.0006
Si	0.0002	-0.0004	-0.0004
Si	0.0001	-0.0003	-0.0005
Si	0	-0.0005	-0.0002
Si	-0.0002	-0.0006	0
Si	-0.0002	-0.0004	0
Si	-0.0001	-0.0004	0.0001
Si	-0.0003	-0.0004	0
Si	-0.0002	-0.0003	0.0001
Si	-0.0001	-0.0008	0
Si	-0.0003	-0.0003	0
Si	-0.0004	0.0001	0.0001
Si	0.0003	-0.001	0.0002
Si	0.0006	-0.0005	-0.0007
Si	0.0001	0.0009	-0.0008
Si	0.0006	-0.0003	-0.0007
Si	0.0001	0.0006	-0.0011
Si	-0.0005	-0.0002	0
Si	0.0001	-0.0012	0.0001
Si	0.0008	0.0002	-0.001
Si	-0.0004	-0.0011	-0.0006
Si	-0.0004	-0.0008	-0.0006
Si	0.0004	0.0006	0.0004
Si	-0.0006	-0.0006	-0.0009
Si	0.0003	0.0006	-0.0001
Si	0.0006	0.0005	-0.0005
Si	-0.0004	-0.0008	-0.0005
Si	0.0012	-0.0012	0.0003
Si	-0.0005	0.0008	0.0001
Si	0.0005	0.0002	0.0023
Si	-0.0001	-0.0011	0.0024
Si	0.001	-0.0003	0.0027
Si	0.0001	-0.0003	0.0029
Si	-0.001	0.0004	0.0004
Si	-0.0004	0.0006	0.0007
Si	0.0005	0.0004	-0.0012
Si	-0.0009	0.0026	-0.006
Si	-0.0016	-0.0003	-0.0052
Si	0.0021	-0.0018	-0.0045
Si	-0.0016	-0.001	-0.0039
Si	0.0002	-0.003	-0.0048
Si	0.0024	-0.0009	-0.006
Si	0.0013	-0.0016	-0.0006
Si	-0.0124	0.015	0.0866
Si	0.0221	-0.0179	0.0963
Si	0.0187	-0.0199	0.084
Si	-0.0152	0.02	0.0908
Si	0.01	-0.0193	0.0758
Si	-0.0162	0.0097	0.0826
Si	-0.0192	0.0204	0.1002
Si	0.017	-0.0113	0.0868
Si	-0.007	0.0386	0.2264
Si	-0.0063	0.0307	0.2286
Si	0.0033	0.0048	0.2537
Si	0.0119	-0.019	0.1904
Si	0.022	-0.0308	0.1997
Si	0.0024	0.0015	0.1925
Si	0.0035	0.0388	0.2471
Si	0.0005	-0.0042	0.2183
Si	0.0015	0.0067	0.2183
Si	-0.0301	-0.0229	0.2185
Si	0.0031	-0.0143	0.2264
Si	-0.0456	-0.0334	0.2249
Si	0.0165	-0.0003	0.2096
Si	0.0067	0.0102	0.2317
Si	-0.0303	0.021	0.218
Si	0.0199	-0.051	0.2424
Si	-0.0133	-0.0085	0.2999
Si	0.0054	0.0163	0.2394
Si	-0.0134	0.0018	0.2644
Si	-0.0032	0.0339	0.2869
Si	-0.0303	-0.0002	0.2199
Si	0.0001	0.0096	0.2844
Si	0.0118	0.023	0.219
Si	-0.0089	0.0218	0.2088
O	0.0018	-0.0018	-0.0463
O	0.0166	0.0606	-0.1298
O	0.0215	-0.0011	-0.0717
O	-0.0023	0.0015	-0.048
O	-0.0116	0.0436	-0.0858
O	-0.0401	0.0279	-0.0987
O	-0.0433	0.0415	-0.1309
O	0.0489	0.0072	-0.1053
O	0.0289	-0.0397	-0.0983
O	0.0082	-0.0032	-0.0488
O	0.0141	0.0187	-0.1646
O	-0.0485	-0.0144	-0.1185
O	0.0545	0.013	-0.1349
O	-0.0128	0.0213	-0.0808
O	0.0005	-0.0082	-0.0709
O	0.0341	0.0407	-0.1109
O	-0.0011	0.0004	-0.0461
O	0.043	-0.0461	-0.1231
O	0.0276	0.0129	-0.0814
O	0.0335	-0.019	-0.0951
O	0.0028	0.028	-0.1747
O	-0.0244	0.0423	-0.1001
O	0.0379	-0.0517	-0.1183
O	-0.0057	0.0153	-0.0791
O	0.0168	-0.0491	-0.1086
O	0.0014	-0.0025	-0.0426
O	0.0371	-0.0024	-0.0889
O	0.0438	-0.0263	-0.0985
O	-0.0095	-0.0205	-0.081
O	0.0008	0.0034	-0.1893
O	-0.0263	-0.0394	-0.1682
O	0.0009	-0.0294	-0.2133
O	-0.0359	0.0475	-0.1269
O	0.0318	-0.008	-0.1575
O	-0.0456	0.0013	-0.112
O	-0.0022	0.0194	-0.0941
O	-0.011	0.0281	-0.1544
O	0.0027	-0.0015	-0.0957
O	-0.0353	-0.0408	-0.1619
O	-0.0517	0.0357	-0.119
O	-0.0062	-0.0029	-0.0634
O	0.0332	-0.0353	-0.1149
O	-0.0269	-0.0258	-0.1185
O	-0.0481	-0.042	-0.1122
O	-0.0031	0.0053	-0.0516
O	-0.0021	0.0025	-0.0411
O	-0.0036	0.0024	-0.0621
O	0.0388	0.0167	-0.1607
O	0.0119	0.0547	-0.1619
O	0	-0.0013	-0.0834
O	-0.0486	0.0828	-0.1418
O	0.0107	-0.0009	-0.0886
O	0.0495	-0.0698	-0.1324
O	0.0453	0.0323	-0.1672
O	-0.0414	0.0386	-0.1189
O	0.0513	-0.0398	-0.1237
O	0.0348	-0.05	-0.1215
O	0.0407	-0.0128	-0.0757
O	-0.048	-0.0426	-0.11
O	-0.0081	-0.031	-0.094
O	-0.0217	-0.0318	-0.1713
O	-0.0023	-0.0009	-0.0578
O	-0.04	-0.0365	-0.1022
O	-0.0475	0.0292	-0.1165

The program warned: the cutoff lies below the one the program advises for these potential files; the forces do not sum to zero within the program's tolerance; empty levels may hold ghost states of the PAW files; the exchange-correlation potential is rough where the density is thin.
